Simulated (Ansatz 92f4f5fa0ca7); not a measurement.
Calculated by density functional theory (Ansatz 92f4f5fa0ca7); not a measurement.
Periodic cell of 217 atoms, Si128O89, from a study of silicon, its oxide and their interface. The atomic structure is a simulated model.
Doubt: the cutoff is far below the 930 eV that the study's wrapper takes by default for these files, so forces and energies are approximate.

Settings: functional PBE; potential files Ansatz PAW; basis plane waves; wave-function cutoff 580 eV; density cutoff ratio 5; exchange-correlation grid ratio 1; k mesh 1 x 1 x 1, Gamma-centred; self-consistency stop 5e-08 eV per atom in the density residual; occupations fixed; spin none; net charge 0.

Cell vectors (angstrom)
a 10.938 0 0
b 0 10.938 0
c 2.4033 2.7394 32.0824

Atoms and the computed forces on them: element, x, y, z (angstrom), force x, y, z (eV/angstrom)
Si 6.9308 5.9418 25.8793 0.1268 0.0536 -0.0951
Si 8.7704 7.6626 25.96 -0.214 -0.108 -0.0651
Si 6.9538 0.5036 26.2324 -0.1895 -0.0843 -0.0588
Si 8.7191 2.199 26.0321 0.1788 0.0655 -0.1602
Si 1.5705 6.0063 25.8866 -0.1775 -0.2025 -0.2236
Si 3.3396 7.7887 25.9706 0.0435 0.0927 -0.1165
Si 12.4188 11.4335 26.1499 0.1816 0.1042 -0.1656
Si 3.312 2.2607 26.0194 -0.1152 -0.0972 -0.2058
Si 5.1421 6.8399 27.2337 -0.0139 -0.0243 0.1702
Si 7.8929 9.5065 27.2862 -0.0307 0.0406 -0.0416
Si 5.1146 1.4326 27.3822 -0.0338 -0.0674 0.0574
Si 7.8805 4.1277 27.1783 -0.1005 0.0453 0.0078
Si 10.6369 6.8069 27.1966 0.0221 0.0337 0.0289
Si 11.9264 8.2347 28.6261 0.1284 0.0055 0.0599
Si 10.569 12.3246 27.3283 0.0061 0.038 0.2231
Si 2.3976 4.1253 27.2084 -0.0429 0.0359 0.0234
Si 3.8046 5.431 28.6267 0.0211 0.0631 0.0294
Si 6.4595 8.2252 28.6594 0.0073 -0.0618 -0.0552
Si 3.8094 10.9073 28.691 -0.0491 0.0554 -0.0438
Si 6.497 2.8339 28.6548 0.0599 0.0069 0.1074
Si 9.2907 5.4255 28.6115 -0.0657 0.0927 -0.0122
Si 13.3682 9.5856 27.2847 -0.0361 -0.1052 0.0515
Si 9.2602 10.8751 28.6618 0.0858 0.0841 0.135
Si 11.939 2.8054 28.6465 -0.0021 -0.0273 0.0075
Si 5.1378 4.1067 30.0292 -0.0231 0.2171 0.4474
Si 7.8723 6.8412 30.0292 0.0773 -0.1537 -0.565
Si 5.1378 9.5757 30.0292 0.1212 -0.0907 0.5251
Si 7.8723 12.3102 30.0292 -0.0574 0.0301 -0.4718
Si 10.6068 4.1067 30.0292 -0.0438 0.0979 0.3573
Si 13.3413 6.8412 30.0292 -0.0313 -0.0335 -0.5702
Si 10.6068 9.5757 30.0292 0.0733 -0.1416 0.4183
Si 13.3413 12.3102 30.0292 -0.1293 0.0771 -0.4156
Si 6.505 5.4739 31.3964 -0.0179 0.0369 -0.0017
Si 9.2395 8.2084 31.3964 0.0135 -0.0355 -0.0195
Si 6.505 10.9429 31.3964 -0.0877 -0.0581 -0.0124
Si 9.2395 2.7394 31.3964 0.0944 0.0345 -0.0221
Si 11.974 5.4739 31.3964 -0.1131 -0.073 -0.0191
Si 3.7705 8.2084 31.3964 0.0807 0.0758 -0.017
Si 11.974 10.9429 31.3964 0.0138 0.0512 -0.0263
Si 3.7705 2.7394 31.3964 -0.0036 -0.0459 -0.0294
Si 2.7345 4.1018 0.6813 0.0339 -0.0909 -0.0082
Si 5.469 6.8362 0.6813 0.0438 0.0537 -0.0383
Si 2.7345 9.5708 0.6813 0.04 0.0231 -0.0216
Si 5.469 1.3673 0.6813 -0.1027 -0.0258 -0.0135
Si 8.2035 4.1018 0.6813 0.0667 0.0238 -0.0182
Si 0 6.8362 0.6813 -0.0724 0.0008 -0.0193
Si 8.2035 -1.3673 0.6813 -0.0225 -0.0876 -0.0124
Si 10.938 1.3673 0.6813 0.0382 0.0875 -0.0621
Si 1.3673 2.7345 2.0485 -0.1076 -0.1556 -0.7661
Si 4.1018 5.469 2.0485 0.0709 0.0503 0.4114
Si 1.3673 8.2035 2.0485 -0.0086 0.0466 0.6092
Si 4.1018 0 2.0485 -0.0986 0.0819 -0.5529
Si 6.8362 2.7345 2.0485 0.1296 -0.0623 0.6048
Si 9.5708 5.469 2.0485 -0.0496 0.0583 -0.5924
Si 6.8362 8.2035 2.0485 0.0859 -0.0846 -0.5542
Si 9.5708 0 2.0485 -0.0183 0.0529 0.5881
Si 2.6921 1.3437 3.3357 -0.0654 -0.0139 0.0371
Si 5.4805 4.1123 3.4794 0.0167 -0.0041 -0.0061
Si 2.745 6.8304 3.4657 -0.0222 -0.0001 0.1254
Si 5.483 -1.3537 3.3268 -0.0479 -0.052 0.1383
Si 8.2157 1.3689 3.5048 0.0615 0.0656 0.1225
Si 0.0101 4.1046 3.3205 0.0475 0.0033 0.1669
Si 8.1985 6.8214 3.3492 0.0011 0.0217 0.1466
Si -0.0088 9.5781 3.5054 -0.0013 0.0035 -0.0487
Si 4.0035 2.6963 4.7093 0.01 0.1134 -0.0828
Si 6.9145 5.5149 4.8367 -0.0828 -0.0124 -0.0927
Si 4.1799 8.2581 4.7536 -0.1562 -0.0911 -0.1491
Si 6.7887 -0.0872 4.8162 0.0483 0.1485 0.0372
Si -1.2553 2.8307 4.8152 -0.137 -0.2157 -0.1371
Si 1.3339 5.3803 4.7706 0.1576 0.0528 -0.2674
Si 7.7296 -1.923 6.0475 -0.253 -0.1904 -0.0602
Si 1.4051 0.0563 4.8488 0.0224 -0.057 -0.0224
Si 2.3435 3.6824 6.0999 -0.1938 -0.2932 0.1569
Si 5.9445 7.323 6.024 0.2844 0.1654 0.0299
Si 3.2115 -0.9443 6.0232 -0.0397 0.0149 0.096
Si 4.8226 0.8374 5.8535 0.1841 -0.1342 0.0577
Si -2.2564 4.5623 6.102 0.299 0.129 0.1678
Si -0.3698 6.3949 6.0118 -0.1945 -0.1399 0.2068
Si 9.5244 8.1196 4.7931 0.0248 0.0566 -0.0643
Si 0.5496 1.8988 6.0984 0.1413 0.2786 0.0386
Si 5.8966 5.4316 23.7266 0.2141 -0.0215 0.4789
Si 9.3368 8.6186 23.8595 0.3295 0.1317 0.624
Si 6.6276 10.1536 23.5646 -0.1777 0.0714 0.0159
Si 9.8838 2.2792 23.9647 -0.2394 -0.1253 0.2519
Si 1.117 4.255 23.3831 0.03 -0.0324 0.0893
Si 4.2895 7.9925 23.7901 -0.366 0.1061 0.449
Si 4.8219 7.3884 16.9435 -0.0223 0.0497 -0.1397
Si 3.9214 2.9843 23.8157 -0.0371 -0.2266 0.826
Si -0.5979 1.3981 8.0955 0.5222 0.1817 -0.2367
Si 8.1612 -0.8801 8.098 -0.0001 -0.2712 -0.3074
Si 5.5652 -1.1682 12.5383 -0.0492 0.0473 -0.1088
Si 5.954 1.2859 8.5813 -0.101 -0.0398 -0.0845
Si 3.008 3.2051 11.0395 -0.1275 -0.0934 0.0677
Si 2.9448 -1.7211 8.2882 0.1429 0.1395 -0.4402
Si 2.6453 9.8882 21.9691 0.04 0.0004 -0.0414
Si 10.0643 2.6049 18.3979 -0.0197 0.0297 -0.0036
Si -0.3823 0.813 10.9307 -0.078 -0.0211 0.0574
Si 5.9455 0.3319 15.2914 -0.041 0.0268 -0.1311
Si 8.1881 3.5889 8.2498 0.1544 0.1888 -0.4782
Si 6.19 3.4262 15.1274 -0.0444 -0.0142 -0.1005
Si 1.6485 3.0348 16.6985 -0.0252 -0.0295 -0.0463
Si 0.7128 7.016 8.0511 -0.0398 -0.0565 -0.4838
Si 11.5669 10.7325 24.094 0.1262 0.1299 0.3828
Si 5.2919 4.7546 12.4933 -0.1399 -0.0872 -0.0321
Si 3.8392 0.4067 10.5632 -0.2278 -0.0726 0.1685
Si 2.9527 4.7041 8.206 -0.1245 -0.3661 -0.4882
Si 7.8348 5.9602 21.1581 -0.0804 -0.2697 0.0746
Si 4.3232 7.3043 13.8391 0.0403 0.0516 -0.125
Si 5.166 6.9013 8.1968 0.0479 0.1112 -0.5838
Si 2.066 8.8112 17.3529 -0.0118 -0.018 -0.0581
Si 3.3066 0.5863 16.9438 0.1214 0.0401 0.0273
Si 1.3155 7.7661 14.5478 -0.0337 0.097 -0.1274
Si 0.0011 4.886 14.7288 -0.0561 -0.0259 -0.1906
Si 9.2078 7.7623 21.6694 0.2253 0.1162 -0.3799
Si 8.2823 -1.0063 11.0121 0.0951 0.1791 0.0828
Si -0.793 6.5165 10.6042 0.1005 -0.068 0.2074
Si 0.1808 3.8256 11.9025 0.1464 -0.1518 -0.0602
Si 7.2732 5.9317 10.2427 0.0263 -0.1162 -0.1046
Si 8.7316 9.3806 19.4026 0.0676 0.024 -0.1646
Si 4.9729 0.8316 21.7158 -0.1255 0.1372 0.0104
Si 9.8856 3.6234 21.3212 -0.084 -0.0421 0.0602
Si 11.4357 8.7835 19.9253 0.0252 0.1322 0.0144
Si 5.173 2.0815 18.9195 -0.0679 -0.0957 0.0111
Si 4.2205 4.4194 17.4217 0.1002 -0.1516 0.0018
Si 7.6856 0.7161 17.7228 -0.0535 0.061 -0.039
Si 8.5834 4.6869 16.6423 0.1044 -0.0389 -0.0723
Si -0.2314 -1.9185 12.2492 -0.1187 0.1341 -0.0111
Si 7.351 7.0159 18.3395 0.0086 0.0133 0.0714
O 10.8773 9.2365 24.0945 -0.2425 -0.1415 -0.0851
O 6.1984 0.2069 24.7792 0.1126 -0.0195 -0.0959
O 11.2498 3.1529 24.2985 -0.0416 -0.0258 0.0003
O 10.3646 0.7685 23.559 0.1138 0.0596 -0.0513
O 1.1176 5.6313 24.2812 0.1397 0.1712 0.0823
O 4.5146 10.9209 16.0155 -0.0106 -0.0295 0.0253
O 4.4346 5.4193 8.1455 0.04 0.0976 0.2344
O 1.5499 9.5746 20.8436 -0.0053 -0.0269 0.0167
O 4.6034 6.4174 23.4907 0.1187 -0.0321 -0.2638
O 6.8618 5.5121 22.4056 -0.0249 0.026 -0.163
O 8.8103 4.7072 20.7861 0.0227 0.0288 -0.1043
O -0.3129 4.969 10.8475 -0.0746 0.126 -0.0368
O 2.5628 1.8011 16.1413 -0.0374 0.0141 -0.0311
O 0.8913 6.2059 14.4174 0.0092 -0.029 0.0605
O 6.9725 6.3529 19.8012 0.0073 0.0224 0.031
O 1.3323 8.191 18.6664 0.0021 -0.0538 -0.0323
O 8.6349 8.0046 18.5093 -0.0101 0.0196 -0.0431
O 2.6194 4.1727 17.3357 -0.0077 0.0521 0.0238
O 8.2072 9.8343 23.7328 -0.0375 -0.1389 -0.1807
O 9.409 3.9947 17.8563 -0.01 0.0101 0.0445
O 6.2965 10.9521 22.1869 0.1399 -0.034 0.0187
O 2.6577 3.7718 23.1286 -0.1629 0.1247 -0.2143
O 10.6749 7.6426 20.8342 -0.284 -0.0178 0.1858
O 6.5644 1.8236 18.1212 0.0335 -0.0099 0.0115
O 5.3815 1.8011 20.4909 0.0623 -0.0033 0.0824
O 4.341 1.706 22.9249 0.1029 -0.1465 -0.3098
O 4.9528 3.9425 16.0469 -0.0593 0.038 0.0236
O 7.9302 4.7507 9.3396 -0.1049 0.0636 0.3268
O 6.0832 -0.5652 13.9524 0.0324 0.0177 0.1346
O 4.4103 3.5974 11.7626 0.0968 0.083 0.0066
O 9.1872 2.85 22.5906 -0.0408 0.0227 -0.115
O 11.5825 2.4596 17.8404 -0.0128 -0.0037 0.0127
O 8.5405 -1.6509 9.5121 -0.0205 0.0519 0.0168
O 8.5505 6.6685 10.9434 -0.0406 0.0458 0.0138
O 3.6197 8.3871 17.2973 0.0136 0.0027 0.0394
O 6.9242 2.5669 8.3924 0.0033 -0.0548 0.1343
O 5.0158 7.2468 15.3233 0.0382 -0.008 0.1344
O -0.5704 6.8615 9.0354 -0.0296 0.0483 0.0939
O 11.7708 3.7176 15.4831 0.0468 -0.0344 0.0485
O 6.2875 5.3991 11.3999 0.0088 -0.0002 -0.0222
O 6.753 -0.1167 8.4102 -0.0906 0.1814 0.086
O 1.8185 5.8579 8.4068 -0.0796 0.1906 0.2171
O 3.2376 8.536 22.6649 -0.009 -0.0544 -0.1795
O 8.9263 0.5133 10.9165 -0.0479 -0.056 0.0337
O 2.825 7.9206 13.9605 0.0105 0.0185 0.0194
O 11.2547 4.3297 21.9373 0.1214 0.1518 0.0008
O 6.7221 -1.0381 11.4048 -0.0362 -0.0014 -0.0159
O 5.1538 1.1947 9.9916 0.2085 0.1474 -0.0462
O 5.7237 8.7904 23.6779 0.1467 -0.0267 -0.0382
O 1.8122 3.8712 11.9232 0.0304 0.0563 -0.0401
O 5.2586 3.9346 23.9381 0.0588 0.1077 -0.2278
O 4.0921 8.0735 8.602 -0.0297 -0.0189 0.1946
O 7.6219 3.6202 15.8748 0.0548 0.025 0.0242
O 10.1626 2.6374 20.0383 -0.0066 0.0345 0.0425
O 8.3484 9.0168 20.9454 0.0623 -0.0419 0.2182
O 9.57 2.7674 8.5961 -0.1911 0.0231 0.0439
O 0.2333 0.8776 9.4115 -0.0446 -0.0494 0.0247
O 1.448 -2.4451 8.2738 0.0338 -0.1418 0.1247
O 3.9684 1.1528 18.3299 -0.0215 -0.0348 -0.0249
O 0.3448 -0.4728 11.678 0.0398 -0.1599 -0.0123
O 5.9532 1.8673 14.797 -0.0137 0.0618 0.0156
O 3.1265 -0.5518 9.434 -0.0457 -0.1503 0.133
O 1.9266 10.8017 23.1073 0.07 -0.0313 -0.1642
O 4.8327 1.4035 7.4213 0.0197 0.007 0.0152
O 0.0989 7.6317 11.4302 -0.0156 -0.092 -0.0374
O 6.4097 6.9172 9.2629 -0.0737 -0.0207 0.1991
O 7.2409 0.0877 16.2744 0.0554 -0.023 0.0671
O 9.0777 -1.7697 12.2173 0.0307 -0.0786 0.0049
O -0.4766 4.2275 13.3258 -0.0483 0.0601 0.1448
O 6.1592 7.9302 17.6957 -0.0282 -0.0568 0.0058
O 9.3003 0.2162 7.6489 -0.1343 -0.0458 0.0793
O 4.819 3.6511 18.7274 -0.0181 0.0754 -0.0471
O 10.304 9.8399 19.3563 -0.0259 -0.052 0.0368
O 2.1473 10.4417 17.319 -0.0372 -0.0297 -0.0047
O 4.4741 5.9807 17.6485 -0.0538 -0.0003 0.0738
O 6.22 4.1802 13.6929 0.0441 0.0102 0.0393
O 5.2024 8.2131 12.8167 0.0224 -0.0324 0.0546
O 9.6334 5.3348 15.5818 -0.0356 0.019 0.0533
O 9.1663 1.3908 17.7667 0.0686 0.0187 -0.0043
O 7.699 10.4882 18.8515 -0.0165 -0.0522 0.0839
O 4.2529 -0.4302 11.908 -0.0019 0.0231 -0.0633
O 2.9287 3.6823 9.4749 0.0783 0.0703 0.2009
O 3.8413 10.7053 21.2366 -0.0442 -0.0217 0.0462
O -0.2368 2.2759 11.6128 -0.0509 0.1443 0.0298
O 2.8088 1.581 11.0474 0.0566 -0.0453 -0.0711
O 4.2577 5.8385 13.1403 0.0157 -0.0072 0.0557
O 0.3341 -2.1485 13.7452 0.0696 -0.0531 0.1076
O 1.2339 8.2278 16.0931 0.0026 0.0049 0.122
O 7.6639 5.8605 17.2537 -0.0579 0.0145 -0.0067

Results
free energy: -131991.511 eV
free energy less fixed offsets of O -568.88, Si -635.61 eV per atom: -3.111 eV

The program warned: the cutoff lies below the one the program advises for these potential files; the exchange-correlation potential is rough where the density is thin.
